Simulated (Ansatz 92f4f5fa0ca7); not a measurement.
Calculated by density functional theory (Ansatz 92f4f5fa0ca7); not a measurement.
Periodic cell of 357 atoms, Si241O116, from a study of silicon, its oxide and their interface. The atomic structure is a simulated model.
Doubt: the cutoff is far below the 930 eV that the study's wrapper takes by default for these files, so forces and energies are approximate.
This geometry differs little from another in the collection (a relaxation step or a small displacement).

Settings: functional PBE; potential files Ansatz PAW; basis plane waves; wave-function cutoff 580 eV; density cutoff ratio 5; exchange-correlation grid ratio 1; k mesh 1 x 1 x 1, Gamma-centred; self-consistency stop 5e-08 eV per atom in the density residual; occupations fixed; spin none; net charge 0.

Cell vectors (angstrom)
a 11.6015 0 0
b 0 13.3963 0
c 0 0 40.4664

Atoms: element, x, y, z (angstrom)
Si 0 2.2327 1.1851
Si 3.8672 2.2327 1.1851
Si 7.7343 2.2327 1.1851
Si 1.9336 5.5818 1.1851
Si 5.8008 5.5818 1.1851
Si 9.6679 5.5818 1.1851
Si 0 8.9308 1.1851
Si 3.8672 8.9308 1.1851
Si 7.7343 8.9308 1.1851
Si 1.9336 12.2799 1.1851
Si 5.8008 12.2799 1.1851
Si 9.6679 12.2799 1.1851
Si 1.9336 1.1164 1.9745
Si 5.8008 1.1164 1.9745
Si 9.6679 1.1164 1.9745
Si 0 4.4654 1.9745
Si 3.8672 4.4654 1.9745
Si 7.7343 4.4654 1.9745
Si 1.9336 7.8145 1.9745
Si 5.8008 7.8145 1.9745
Si 9.6679 7.8145 1.9745
Si 0 11.1635 1.9745
Si 3.8672 11.1635 1.9745
Si 7.7343 11.1635 1.9745
Si 1.9336 1.1164 4.3426
Si 5.8008 1.1164 4.3426
Si 9.6679 1.1164 4.3426
Si 0 4.4654 4.3426
Si 3.8672 4.4654 4.3426
Si 7.7343 4.4654 4.3426
Si 1.9336 7.8145 4.3426
Si 5.8008 7.8145 4.3426
Si 9.6679 7.8145 4.3426
Si 0 11.1635 4.3426
Si 3.8672 11.1635 4.3426
Si 7.7343 11.1635 4.3426
Si 0 0 36.1258
Si 3.8672 0 36.1258
Si 7.7343 0 36.1258
Si 1.9336 3.3491 36.1258
Si 5.8008 3.3491 36.1258
Si 9.6679 3.3491 36.1258
Si 0 6.6981 36.1258
Si 3.8672 6.6981 36.1258
Si 7.7343 6.6981 36.1258
Si 1.9336 10.0472 36.1258
Si 5.8008 10.0472 36.1258
Si 9.6679 10.0472 36.1258
Si 0 0 38.494
Si 3.8672 0 38.494
Si 7.7343 0 38.494
Si 1.9336 3.3491 38.494
Si 5.8008 3.3491 38.494
Si 9.6679 3.3491 38.494
Si 0 6.6981 38.494
Si 3.8672 6.6981 38.494
Si 7.7343 6.6981 38.494
Si 1.9336 10.0472 38.494
Si 5.8008 10.0472 38.494
Si 9.6679 10.0472 38.494
Si 0 2.2327 39.2834
Si 3.8672 2.2327 39.2834
Si 7.7343 2.2327 39.2834
Si 1.9336 5.5818 39.2834
Si 5.8008 5.5818 39.2834
Si 9.6679 5.5818 39.2834
Si 0 8.9308 39.2834
Si 3.8672 8.9308 39.2834
Si 7.7343 8.9308 39.2834
Si 1.9336 12.2799 39.2834
Si 5.8008 12.2799 39.2834
Si 9.6679 12.2799 39.2834
Si -2.0146 -1.298 29.795
Si 4.2041 0.2444 28.8179
Si 7.7023 -0.1456 29.098
Si 1.9383 3.2676 28.8738
Si 5.4557 3.6214 28.7358
Si 9.9067 3.2281 29.0675
Si -1.8603 5.355 29.9815
Si 3.7138 6.8672 29.2082
Si 7.2228 6.9423 28.7855
Si 1.6808 9.6795 29.1404
Si 5.4803 10.2051 28.9406
Si 9.4155 9.8888 28.9705
Si 0.132 1.9919 29.7075
Si 3.8488 2.3123 29.7939
Si 8.0029 2.0711 29.7574
Si 1.8967 5.4918 29.7703
Si 5.5775 5.6805 29.8081
Si 11.5174 6.5073 29.1358
Si -0.2969 8.7392 29.8554
Si 3.7236 9.0246 30.0468
Si 7.4037 9.0376 29.7582
Si 1.6509 11.9683 29.6595
Si 5.7656 12.3141 29.9072
Si 11.436 13.1499 28.8495
Si 0.0116 2.143 32.106
Si 3.8549 2.2185 32.1622
Si 7.7473 2.1965 32.1296
Si 1.8897 5.5242 32.1525
Si 5.7418 5.5575 32.1722
Si 9.6042 5.527 32.2861
Si -0.1141 8.8666 32.2045
Si 3.8037 8.9375 32.3487
Si 7.6088 8.9119 32.1417
Si 1.8517 12.1978 32.0732
Si 5.7305 12.2634 32.2491
Si 9.6097 12.2138 32.1679
Si 1.9288 1.0434 32.921
Si 5.7985 1.1154 32.9557
Si 9.6669 1.0669 32.9374
Si -0.0257 4.3883 32.9508
Si 3.8222 4.438 32.9774
Si 7.6657 4.4116 32.9804
Si 1.8512 7.7642 32.9671
Si 5.7413 7.7764 33.0107
Si 9.5564 7.7892 32.9819
Si -0.0582 11.1121 32.9627
Si 3.7839 11.1772 33.0208
Si 7.6718 11.1261 32.9818
Si 1.935 1.1033 35.3108
Si 5.8013 1.1199 35.3293
Si 9.6719 1.11 35.3197
Si 0.0023 4.4496 35.3263
Si 3.8639 4.463 35.342
Si 7.7209 4.4577 35.3418
Si 1.9226 7.8056 35.3349
Si 5.8011 7.8075 35.3604
Si 9.649 7.8161 35.3437
Si -0.0036 11.1588 35.3328
Si 3.8553 11.1753 35.367
Si 7.7318 11.1587 35.3438
Si 0.005 -0.0057 5.1658
Si 3.8682 0.0089 5.1481
Si 7.7565 0.0019 5.156
Si 1.9377 3.3558 5.1281
Si 5.8082 3.3346 5.1203
Si 9.6754 3.35 5.1266
Si 0.0117 6.7127 5.1143
Si 3.8622 6.701 5.1076
Si 7.7481 6.7034 5.0679
Si 1.9284 10.0632 5.1294
Si 5.8012 10.0616 5.0874
Si 9.6498 10.0424 5.2213
Si 0.0551 -0.0084 7.5646
Si 3.9157 0.0553 7.5279
Si 7.859 0.0331 7.5429
Si 1.9757 3.3937 7.493
Si 5.857 3.3035 7.4802
Si 9.7388 3.3859 7.4902
Si 0.0831 6.7798 7.4698
Si 3.908 6.7374 7.4541
Si 7.789 6.7268 7.391
Si 1.8922 10.1341 7.4961
Si 5.7796 10.1199 7.4227
Si 9.5911 10.0298 7.6726
Si 0.0671 2.2542 8.29
Si 3.8948 2.2906 8.3205
Si 7.8396 2.2699 8.3297
Si 1.9821 5.6362 8.2952
Si 5.879 5.5638 8.0653
Si 9.7564 5.6554 8.1671
Si 0.0145 8.9918 8.3526
Si 3.8398 9.006 8.1653
Si 7.5476 8.8702 8.3538
Si 2.0164 12.3366 8.4001
Si 5.8917 12.3579 8.2579
Si 9.7476 12.2679 8.4772
Si 0.2017 2.2745 10.6512
Si 3.9807 2.5283 10.6863
Si 8.0173 2.2643 10.7084
Si 4.0306 4.8318 11.2728
Si 5.8372 5.9688 10.3331
Si 9.9979 5.6938 10.4829
Si 0.2533 9.0797 10.7253
Si 4.1308 9.0806 10.4806
Si 7.9168 8.4047 12.1617
Si 2.1874 12.4362 10.8172
Si 5.8469 12.6215 10.6025
Si 10.058 12.3054 10.9022
Si 2.1225 1.3049 11.6124
Si 5.9155 1.4508 11.3901
Si 9.9533 1.1558 11.5587
Si 0.1463 4.486 11.4117
Si 1.9964 5.7266 10.6774
Si 8.3449 4.4629 11.5072
Si 2.2321 7.9345 11.4689
Si 6.3667 8.2611 10.4123
Si 10.1299 7.7395 11.6782
Si 0.386 11.234 11.7093
Si 4.1423 11.2597 11.3521
Si 8.404 11.5156 12.3232
O 5.8447 1.5079 13.0491
O 11.4337 4.4866 13.061
O 8.7275 4.5276 13.1147
O 1.8753 1.4055 13.2766
O 0.4865 11.0735 13.3772
O 2.3719 7.9638 13.1221
O 10.7837 7.6131 13.2053
O 4.5446 10.991 12.9542
O 8.6311 12.1801 13.8156
O 4.3713 5.0071 12.8719
O 10.1142 1.267 13.2187
O 7.3987 7.5205 13.4524
O 5.1485 3.7551 27.1298
O 2.0516 3.2277 27.2062
O 7.391 -0.2012 27.4614
O 3.8229 7.2627 27.589
O 9.2091 9.8055 27.3178
O 6.9926 7.1596 27.1578
O 10.0109 3.6046 27.431
O -0.2844 6.2687 27.5106
O 4.557 13.9109 27.2191
O -3.0321 19.4472 29.0399
O -0.2225 12.966 27.1832
O 5.3085 10.372 27.2777
Si 5.5224 4.0959 25.5838
Si 9.9332 9.5957 25.859
Si 10.7925 12.297 25.815
Si 2.3456 0.5947 14.6348
Si 3.716 7.9841 21.3403
Si 9.6627 7.1417 21.2988
Si 3.1449 4.3669 23.8469
Si 4.4595 9.3975 15.9128
Si 8.6533 8.82 16.3152
Si 5.9077 1.2387 24.1431
Si 10.6164 6.591 26.0914
Si 9.4274 13.7149 17.259
Si 8.8771 2.0528 19.672
Si 4.6855 11.9246 14.2829
Si 3.8567 9.6904 18.7911
Si 12.0438 11.483 14.9711
Si 10.0937 4.5239 14.0203
Si 4.4228 10.5088 25.8933
Si 8.8902 11.635 15.3449
Si 2.7856 8.1425 26.6805
Si 1.0236 10.1429 17.5633
Si 8.1656 0.1825 26.0902
Si 10.7275 10.9201 21.2449
Si 10.8665 7.2672 14.7925
Si 3.7039 0.0706 25.8852
Si 10.5496 -0.1056 23.0685
Si 0.6904 8.2355 22.0942
Si 2.2991 14.43 20.218
Si 4.2914 2.4659 16.0743
Si 10.1254 2.6834 26.0997
Si 2.3373 7.4942 14.6892
Si 6.564 7.4294 14.8498
Si 9.522 1.6984 14.6785
Si 9.5585 2.7522 23.2538
Si 7.5276 6.4909 25.7596
Si 5.2953 10.0551 22.9827
Si 6.39 0.9128 14.4658
Si 1.6872 2.3901 25.8379
Si 6.3947 14.4155 20.9207
Si 9.8855 9.1822 19.0274
Si 4.7326 4.9157 21.2931
Si 11.5403 2.0318 21.3762
Si 4.5483 2.8588 19.1713
Si 4.3964 5.2275 14.4676
Si 7.9778 8.6953 23.5894
Si 11.8546 12.6157 18.9596
Si 4.3723 12.1609 20.712
Si 7.9392 4.4118 21.2219
Si 1.269 6.6319 24.4572
O 8.0069 14.418 20.6254
O 6.0901 1.2167 22.5205
O 1.0959 11.7206 17.9264
O 1.134 13.9358 19.2042
O 10.2027 0.9369 15.954
O 0.151 11.8038 20.3577
O 4.6495 3.0211 17.563
O -0.1236 5.8904 24.8905
O 6.7899 5.0855 25.4718
O 5.3082 10.5812 24.5313
O 3.0852 8.5906 15.6172
O 9.6275 10.3244 20.1839
O 11.3509 -0.3774 24.4673
O 4.0348 11.1949 19.43
O 10.9747 3.0992 22.485
O 4.3473 10.984 15.5544
O 0.0069 0.5364 22.0303
O 10.7142 8.1896 25.8662
O 1.039 10.2592 15.9104
O 3.0771 6.0648 14.8999
O 0.8231 7.2963 15.2328
O 4.2697 4.3223 19.8375
O 7.9132 1.4304 14.6822
O 1.1975 12.9402 15.1568
O 10.5089 11.5596 15.4898
O 8.7416 9.2267 17.8829
O 6.3736 4.8492 21.3896
O 10.0955 8.3479 15.7225
O 7.5937 7.5942 16.1072
O 11.2516 7.0341 21.6862
O 8.188 10.1777 15.5313
O 4.2512 6.4565 21.4249
O 5.815 15.6436 20.0041
O 10.4584 2.0437 20.1325
O 9.4262 1.0906 23.3095
O 10.4073 12.9563 18.3125
O 6.8515 9.5688 22.7798
O 5.5663 8.7125 14.9414
O 10.0321 11.8734 22.3967
O -0.0061 9.7012 21.9043
O 3.4745 11.8475 25.9321
O 2.0116 7.0135 25.8389
O 3.3616 1.7881 19.2969
O 3.5986 13.1057 14.1161
O 4.8298 9.3825 17.5073
O 9.151 12.3419 25.7095
O 6.133 12.6758 14.4613
O 4.2332 4.8573 24.9527
O 10.1981 5.7984 15.023
O 9.9525 3.2343 14.9801
O 8.298 3.4206 22.4786
O 3.5599 9.151 25.6822
O 2.3053 3.1134 24.4989
O 3.0874 13.1863 20.9808
O 2.8728 1.6364 15.8054
O 9.6823 7.752 19.7822
O 11.3378 9.397 18.273
O 4.3043 8.7915 22.6418
O 8.9111 5.7111 21.264
O 8.8583 9.6183 24.6232
O 4.2653 8.6196 19.9436
O 9.0897 6.1055 25.9477
O 5.7092 13.041 20.3802
O 11.1211 10.7077 25.7168
O 2.2807 0.8677 25.8977
O 8.7296 1.5313 18.1208
O 7.1246 0.4482 24.8855
O 8.9342 8.0767 22.4224
O 8.3902 12.6203 16.5773
O 7.2899 7.5045 24.4952
O 1.0405 8.0324 23.6648
O 5.7582 6.0175 14.9285
O 2.0849 8.0958 21.2634
O 5.5274 1.4876 15.7041
O 1.5296 2.2397 21.0592
O 11.6672 2.2707 25.7762
O 8.289 3.5812 19.8416
O 4.5169 0.4791 24.5296
O 9.1636 1.4187 26.4309
O 9.5454 3.3834 24.7503
O 5.8666 2.7608 24.7179
O 4.3038 3.7697 15.1295
O 4.7682 11.28 22.0322
O 3.9669 4.0317 22.4629
O 2.1311 5.6033 23.5421
O 2.3338 9.4516 18.2382
O 8.1768 36.7358 12.6554
O 2.8808 39.4604 28.8094
O 18.7152 -1.3714 11.4879
O 13.4024 -4.2935 27.5735
O 18.5216 2.9082 28.8364
O -4.689 -8.1734 11.3436

Results
free energy: -219173.492 eV
free energy less fixed offsets of O -568.88, Si -635.61 eV per atom: -1.402 eV

Forces (eV/angstrom), in the order of the atoms: element, x, y, z
Si -0.0137 -0.004 0.0025
Si -0.0089 0.0164 0.0191
Si -0.0021 0.0106 0.0093
Si -0.0145 -0.0043 0.0233
Si -0.0132 0.0032 -0.0021
Si 0.0002 -0.0161 0.0235
Si -0.0081 -0.0294 -0.0334
Si -0.0075 -0.0138 -0.0118
Si -0.0081 -0.0088 0.0104
Si 0.0232 -0.0019 0.0254
Si -0.0041 0.0174 0.0047
Si -0.0026 0.0014 -0.0221
Si -0.0138 -0.0074 -0.0004
Si 0.0397 -0.0749 -0.0046
Si 0.0493 -0.021 0.0045
Si 0.0134 0.0175 0.0006
Si 0.0323 -0.0219 0.0019
Si 0.0116 -0.0428 -0.0069
Si 0.0171 0.069 -0.0025
Si -0.0112 0.0044 -0.0055
Si 0.069 0.0962 0.0019
Si -0.0969 -0.0192 -0.0228
Si -0.0376 0.0349 0.0001
Si 0.0766 0.0112 -0.0006
Si -0.0363 -0.0091 0.1361
Si 0.1235 -0.1238 0.0572
Si 0.1414 -0.0377 0.0501
Si 0.0646 0.0666 0.0028
Si 0.065 -0.0255 -0.0287
Si 0.05 -0.1002 -0.0812
Si 0.025 0.1647 -0.1595
Si -0.0367 0.0615 -0.1453
Si 0.1575 0.2662 -0.0647
Si -0.2385 -0.0205 0.2491
Si -0.0706 0.1584 -0.0665
Si 0.2144 0.0636 0.0721
Si 0.0276 -0.0299 -0.0794
Si -0.0158 0.1228 0.0792
Si 0.0024 0.0084 -0.0896
Si 0.0108 -0.149 -0.0667
Si -0.079 -0.0524 0.1131
Si -0.037 -0.0757 -0.1009
Si -0.1288 -0.1006 -0.1061
Si -0.0779 -0.0417 0.0275
Si -0.0429 -0.0993 0.1532
Si -0.0962 -0.0637 0.0296
Si -0.0498 -0.0012 0.0152
Si -0.0272 -0.0123 0.0571
Si 0.0041 -0.0048 -0.007
Si 0.0026 0.0665 0.0093
Si 0.0092 0.0138 0.0008
Si -0.0051 -0.0419 0.007
Si -0.0339 -0.0012 -0.0014
Si -0.0104 -0.0129 0.0111
Si -0.0456 -0.023 0.0152
Si -0.0309 0.0032 0.0068
Si -0.016 -0.028 -0.0001
Si -0.0352 -0.0319 -0.0071
Si -0.0191 0.0069 -0.0025
Si -0.0024 0.0037 -0.0054
Si 0.0109 0.0073 -0.0107
Si 0.0133 -0.0188 0.0272
Si -0.0013 -0.0088 -0.0081
Si 0.0171 0.0092 -0.0252
Si 0.0172 -0.0063 0.0039
Si -0.0041 0.0204 0.0003
Si 0.0113 0.0331 0.0035
Si 0.0063 0.0127 0.0033
Si 0.007 0.0013 -0.0086
Si -0.0209 -0.0014 -0.0203
Si 0.0005 -0.0141 -0.0116
Si 0.0054 -0.0027 -0.0004
Si 0 0.0009 0.0004
Si -0.0129 0.0018 -0.0184
Si 0.0095 0.0038 0.0042
Si 0.0085 -0.0022 0.0092
Si 0.0087 -0.0055 0.0006
Si 0.0022 -0.0057 0.0021
Si 0.0151 -0.0007 -0.0021
Si 0.0053 0.0002 0.0076
Si 0.0074 0.0059 -0.0057
Si -0.007 0.001 0.0033
Si 0.0025 0.0023 0.0124
Si -0.0006 0.0022 0.0074
Si -0.0082 0.0045 0.0075
Si 0.0009 -0.0017 0.0044
Si -0.0095 -0.008 0.0115
Si -0.0048 0.0004 0.0104
Si -0.0049 -0.0012 0.0048
Si -0.0029 0.0061 0.0031
Si 0.0099 -0.0081 0.0028
Si 0 -0.0007 0.0084
Si 0.0017 -0.0052 0.0013
Si 0.0024 0.0146 -0.0029
Si 0.0078 -0.0041 0.007
Si 0.0022 -0.007 0.015
Si -0.0001 0.001 0.0055
Si -0.0009 0.003 -0.0029
Si 0.006 0.0003 0.0014
Si 0.0012 -0.0012 0.0003
Si 0.0002 0.0004 -0.0014
Si -0.0004 -0.0021 0.0111
Si -0.0018 0.0003 0.0018
Si 0.0012 -0.0002 0.0019
Si -0.0004 0.0022 -0.0021
Si -0.003 -0.0018 0.0048
Si 0.0006 -0.004 -0.0024
Si 0.0018 0.0005 0.0032
Si 0.001 0.0044 -0.0022
Si -0.0035 -0.0029 -0.0022
Si 0.0024 -0.0033 -0.0054
Si 0.0039 -0.0027 -0.0088
Si -0.0028 -0.0035 -0.0035
Si 0.0004 0.0031 0.0012
Si 0 0.0001 -0.0081
Si 0.0002 0.0011 -0.0031
Si 0.0017 0.0026 -0.0047
Si -0.0024 0.0012 -0.0037
Si 0.0043 -0.0008 0.0007
Si -0.0002 0.0015 -0.0057
Si 0.0005 -0.0011 0.001
Si 0.0016 0.0016 0.0007
Si 0.0006 0.0002 0.0009
Si -0.0026 0.0017 0.0044
Si 0.0001 0.0015 0.0001
Si -0.0005 0.0008 0.0013
Si 0.0002 -0.0006 0.0026
Si -0.0003 0.0006 0.0009
Si -0.0015 -0.002 -0.0003
Si 0.0012 0.0005 0.0004
Si -0.0011 0.0005 -0.0033
Si 0.0004 -0.0009 0.0009
Si 0 -0.0012 -0.0012
Si 0.0013 -0.0024 -0.0028
Si 0.0009 -0.0022 0.0012
Si -0.0006 -0.0006 -0.0007
Si -0.0009 -0.0014 0.0009
Si 0.0011 -0.0007 0.0009
Si 0.0012 0.0006 0.0001
Si -0.0047 0.003 0.003
Si -0.0011 0.0015 0.0023
Si -0.0008 0.0012 0.0017
Si -0.0004 -0.0001 0.0004
Si -0.0031 -0.0008 -0.002
Si -0.0012 0.0001 0.0048
Si -0.0017 0.0031 0.006
Si -0.0048 0.0009 0.0043
Si 0.0018 0.001 0.0051
Si -0.0006 -0.001 0.0081
Si 0.0032 -0.0021 0.0046
Si -0.0031 -0.0023 0.0039
Si -0.0032 0.0037 -0.0082
Si -0.0034 -0.0008 0.0025
Si 0.0003 -0.0008 0.0047
Si 0.0001 -0.0022 0.0072
Si 0.0006 0.0027 0.0049
Si -0.0011 0.0003 -0.0008
Si -0.0008 -0.0027 -0.0055
Si -0.0044 0.0023 0.0003
Si -0.0001 -0.0003 0.0009
Si 0.0008 0.0061 0.0187
Si -0.0021 0.0039 -0.0029
Si 0.0082 0.0009 0.0046
Si 0.0001 0.0009 0
Si -0.0019 0.0015 -0.0044
Si -0.0022 -0.0018 -0.0063
Si 0.0016 -0.0011 -0.0127
Si 0.0018 -0.0009 -0.0006
Si -0.0019 0.0047 -0.0023
Si 0.0048 -0.0009 0.0015
Si -0.0013 -0.009 -0.0066
Si 0.0094 -0.0014 0.0388
Si 0.0589 -0.0399 -0.0037
Si -0.0003 -0.0058 -0.0047
Si -0.0032 -0.0023 -0.006
Si 0.0002 0.0113 0.0033
Si -0.0147 0.0107 0.0143
Si 0.0013 -0.001 -0.0027
Si 0.0077 -0.0001 0.007
Si -0.0005 0.0003 -0.0009
Si 0.0002 0.0013 -0.0082
Si 0.0077 -0.0027 -0.0009
Si -0.0053 -0.0056 -0.0056
Si 0.0015 0.0106 -0.01
Si 0.0004 0.0028 0.0031
Si -0.0478 0.0332 -0.0026
Si -0.0006 -0.0047 -0.0148
Si -0.003 -0.0051 -0.0002
Si 0.0157 -0.0084 -0.0046
Si -0.0001 -0.0014 -0.0023
Si 0.0001 -0.0049 -0.0033
Si -0.0057 -0.0054 0.0112
O 0.0001 -0.0022 0.0209
O -0.0082 -0.0029 0.0111
O -0.0005 -0.0011 -0.0079
O 0.0008 0.0001 0.0059
O 0.0009 0.0007 0.0082
O -0.0003 -0.0001 0.0131
O -0.0046 0.002 0.0025
O 0.0003 0.0071 0.0143
O -0.0033 -0.0078 -0.0066
O -0.0077 -0.0017 -0.0263
O -0.0013 0 0.0145
O 0.0018 0.0104 -0.0086
O -0.0013 0.0002 0.0009
O -0.0019 -0.0016 -0.0099
O -0.0039 -0.0014 -0.0081
O -0.0003 0.0022 -0.014
O -0.001 -0.0011 -0.0114
O 0.0017 -0.0046 -0.0032
O 0.0021 0.0025 -0.0121
O -0.0029 -0.006 -0.0038
O 0.0014 -0.0013 0.0097
O -0.0065 0.0041 -0.0039
O -0.0037 -0.0063 -0.0221
O -0.003 0.0032 -0.0067
Si 0.0087 0.0007 -0.0077
Si -0.0024 0.0044 -0.0017
Si -0.0025 -0.0059 -0.0001
Si -0.0032 -0.002 0.0002
Si 0.0006 -0.0029 -0.002
Si -0.0009 -0.0051 -0.0001
Si 0.002 -0.0053 -0.0056
Si -0.0003 0.0068 0.0024
Si 0 -0.0019 0.0022
Si 0.0051 -0.0049 -0.0046
Si -0.0082 -0.0038 0.0013
Si 0.002 0.005 0.0046
Si -0.0033 0.0039 0.0024
Si 0.0082 0 -0.0069
Si -0.0029 0.0038 0.0073
Si 0.0031 0.0036 0.0006
Si 0.0034 -0.0008 0.006
Si -0.0038 -0.0035 -0.0053
Si 0.0096 0.0084 0.0018
Si 0.0009 0.0045 -0.0118
Si 0.0029 0.0037 -0.0005
Si -0.001 0.0031 0.0011
Si 0.0048 0.0005 -0.0014
Si -0.0014 -0.0082 -0.0023
Si -0.0023 -0.0013 -0.0043
Si 0.0019 0.0011 -0.0042
Si -0.0027 0.0014 -0.0058
Si 0.0023 -0.0004 -0.006
Si -0.0039 -0.0007 0.0066
Si -0.0018 -0.0045 0.0009
Si -0.0008 -0.0067 -0.0027
Si 0.0051 0.0001 -0.0035
Si -0.0023 0.0052 -0.0046
Si 0.0006 0.0018 -0.0032
Si 0.0015 0.0038 -0.0041
Si -0.0021 0.0044 0.0023
Si -0.0006 0.0043 -0.0112
Si -0.0022 -0.0062 -0.0005
Si 0.0027 -0.0008 -0.0063
Si 0.0041 -0.0022 0.0062
Si 0.0046 0.0025 -0.006
Si 0.0032 -0.0015 -0.0033
Si 0.0027 -0.0019 0.0044
Si -0.0102 -0.0031 -0.0095
Si 0.0053 -0.001 -0.0013
Si 0.0054 0.0037 0.0073
Si 0.001 0.0051 -0.0012
Si 0.0016 0.0016 -0.0062
Si -0.0021 0.0045 0.0042
O -0.0009 -0.0004 0.001
O -0.0003 0.0015 0.0007
O -0.0009 -0.0001 -0.0023
O 0.0028 -0.0005 0.0019
O 0 -0.0039 0.0055
O -0.0031 -0.001 -0.0018
O -0.0003 0.0027 -0.0041
O 0.0029 -0.0022 -0.0064
O -0.0062 -0.0023 0.0033
O -0.0008 -0.0013 -0.001
O 0.0042 0.0031 0.0029
O -0.0004 -0.0016 -0.0015
O 0.0008 -0.0012 0.0005
O 0.0008 -0.0029 -0.0012
O -0.0008 0.0024 0.0031
O 0.0007 -0.0059 -0.001
O 0.0008 -0.0016 -0.0007
O 0 -0.0009 0.0006
O 0.0021 -0.0045 0.0009
O 0.0054 -0.0009 -0.0054
O -0.0001 -0.0003 0.0012
O -0.0009 0.0032 0.0021
O 0.0054 0.001 -0.005
O 0.0016 -0.0004 -0.0014
O -0.0071 -0.0014 0.0003
O 0.0011 0.0004 -0.0019
O -0.0007 -0.0004 0.0015
O -0.0035 0.0015 0.0015
O 0.0023 0.0017 0.0052
O 0.0024 0.0031 0.0017
O 0.001 -0.0034 0.0004
O -0.0004 -0.0028 0.001
O 0.0007 0.0003 0.0009
O 0.0026 -0.0015 0.0035
O -0.0018 0.0007 0.0031
O -0.0009 -0.0004 -0.0029
O 0.0008 -0.0008 0.0014
O -0.001 -0.0025 0.0009
O -0.0001 0.0006 0.0016
O 0.0002 -0.0029 0
O 0.0021 0.0018 0.0001
O 0.0041 0.002 -0.0023
O -0.0045 -0.003 0.0025
O -0.0028 -0.0004 0.0013
O 0.0029 -0.0016 -0.0039
O 0.0081 0.0009 -0.0012
O -0.0108 -0.0033 -0.0078
O 0.0008 -0.0002 0.0012
O 0.0048 0.0119 0.0013
O -0.0034 -0.0058 0.0004
O 0.0005 -0.0001 0.0008
O -0.0005 -0.0011 0.0068
O 0.0043 0.0049 -0.0045
O 0.0009 -0.0006 -0.0015
O 0.003 0.0061 0.0013
O 0.001 0.0041 -0.0003
O -0.0051 -0.0009 -0.0004
O 0.0014 -0.0001 -0.0008
O 0.0003 0.0012 0.0012
O -0.0016 -0.002 0.0006
O 0.0005 0.0014 -0.0005
O 0.0063 0.0082 0.0039
O -0.0003 -0.0002 0.002
O -0.0027 0.0038 0.002
O 0 0.0061 -0.0007
O 0.0002 -0.0023 -0.0053
O -0.003 0.0037 -0.0037
O 0.0017 0.0005 -0.0005
O -0.0004 -0.0021 0.0002
O 0.002 0.0024 0.0008
O 0.0017 -0.0024 0
O 0.0001 0.0019 0.0037
O -0.0017 0 0.003
O 0.0036 -0.0016 0.0018
O 0.0006 0.0047 0.0008
O 0.003 0.0023 -0.0004
O 0.0016 0 0.0041
O 0.0036 0.0034 -0.0001
O 0.0014 -0.0005 -0.0017
O 0.0009 0.0021 -0.0012
O -0.0012 0.002 0.0024
O 0.0001 0.0089 -0.0042
O 0.0024 -0.0017 -0.0014
O -0.0027 0.0017 0.0044
O 0.0024 -0.0011 -0.0005
O 0.0014 -0.0008 -0.0007
O 0.0027 0.004 -0.0091
O 0.0056 -0.0026 0.0047
O 0.0017 0.0061 -0.0101
O 0.0042 -0.0047 -0.0112
O -0.0103 0.0087 -0.0085
O 0.0035 0 -0.0077

The program warned: the cutoff lies below the one the program advises for these potential files; the forces do not sum to zero within the program's tolerance; the exchange-correlation potential is rough where the density is thin.
